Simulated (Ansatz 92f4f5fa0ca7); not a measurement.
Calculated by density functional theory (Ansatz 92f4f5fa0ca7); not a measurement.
Periodic cell of 234 atoms, Si146O88, from a study of silicon, its oxide and their interface. The atomic structure is a simulated model.
Doubt: the cutoff is far below the 930 eV that the study's wrapper takes by default for these files, so forces and energies are approximate.
This geometry differs little from another in the collection (a relaxation step or a small displacement).

Settings: functional PBE; potential files Ansatz PAW; basis plane waves; wave-function cutoff 580 eV; density cutoff ratio 5; exchange-correlation grid ratio 1; k mesh 1 x 1 x 1, Gamma-centred; self-consistency stop 5e-08 eV per atom in the density residual; occupations fixed; spin none; net charge 0.

Cell vectors (angstrom)
a 11.6015 0 0
b 0 10.938 0
c 0 0 32.7118

Atoms: element, x, y, z (angstrom)
Si -0.0055 0.1375 24.0353
Si 3.8994 0.4237 23.4711
Si 7.792 -0.2945 23.9753
Si 1.8898 1.4935 24.0353
Si 6.0289 1.3164 23.9192
Si 9.5626 1.2951 24.1716
Si -0.0276 5.4931 24.126
Si 3.5995 5.4277 24.2049
Si 7.6867 5.4731 24.1327
Si 1.7896 6.9568 24.2554
Si 5.6281 6.6087 23.9335
Si 9.6127 6.8121 24.0607
Si 1.9213 2.7603 26.0298
Si 5.7935 2.6527 25.944
Si 9.6133 2.7 26.0667
Si -0.0529 4.0657 26.0038
Si 3.8687 4.065 26.0833
Si 7.6898 4.0651 26.0257
Si 1.9664 8.3977 26.0305
Si 5.6927 8.1498 25.8148
Si 9.6884 8.1652 25.9888
Si -0.0385 9.6132 25.9292
Si 3.9003 9.7404 25.6542
Si 7.6947 9.4118 25.9541
Si -0.0259 0.0097 27.8817
Si 3.867 -0.0246 27.7887
Si 7.6923 -0.0513 27.8497
Si 1.9268 1.3342 27.8921
Si 5.7818 1.3377 27.8927
Si 9.6233 1.3142 27.9403
Si 0.0087 5.4845 27.891
Si 3.8705 5.4996 27.9358
Si 7.6975 5.491 27.8977
Si 1.9449 6.8754 27.8701
Si 5.7689 6.874 27.8453
Si 9.6652 6.8079 27.9053
Si 1.9336 2.7345 29.8125
Si 5.8008 2.7345 29.8125
Si 9.6679 2.7345 29.8125
Si 0 4.1018 29.8125
Si 3.8672 4.1018 29.8125
Si 7.7343 4.1018 29.8125
Si 1.9336 8.2035 29.8125
Si 5.8008 8.2035 29.8125
Si 9.6679 8.2035 29.8125
Si 0 9.5708 29.8125
Si 3.8672 9.5708 29.8125
Si 7.7343 9.5708 29.8125
Si 0 0 31.7461
Si 3.8672 0 31.7461
Si 7.7343 0 31.7461
Si 1.9336 1.3673 31.7461
Si 5.8008 1.3673 31.7461
Si 9.6679 1.3673 31.7461
Si 0 5.469 31.7461
Si 3.8672 5.469 31.7461
Si 7.7343 5.469 31.7461
Si 1.9336 6.8362 31.7461
Si 5.8008 6.8362 31.7461
Si 9.6679 6.8362 31.7461
Si 1.9336 2.7345 0.9679
Si 5.8008 2.7345 0.9679
Si 9.6679 2.7345 0.9679
Si 0 4.1018 0.9679
Si 3.8672 4.1018 0.9679
Si 7.7343 4.1018 0.9679
Si 1.9336 8.2035 0.9679
Si 5.8008 8.2035 0.9679
Si 9.6679 8.2035 0.9679
Si 0 9.5708 0.9679
Si 3.8672 9.5708 0.9679
Si 7.7343 9.5708 0.9679
Si 0.0131 0.0086 2.9076
Si 3.8681 0.0029 2.913
Si 7.7522 0.0042 2.9267
Si 1.9482 1.3745 2.9004
Si 5.7998 1.3369 2.8659
Si 9.691 1.3439 2.8953
Si 0.0136 5.4726 2.9085
Si 3.889 5.4496 2.9559
Si 7.7603 5.4711 2.8636
Si 1.965 6.8281 2.9026
Si 5.818 6.8418 2.8909
Si 9.6751 6.8439 2.9053
Si 1.971 2.7041 4.8548
Si 5.8255 2.6917 4.7739
Si 9.7462 2.5848 4.8965
Si -0.0012 4.0484 4.8067
Si 3.9064 4.1072 4.9534
Si 7.8113 3.9345 4.6507
Si 1.9513 8.2969 4.7559
Si 5.8394 8.2985 4.7576
Si 9.6425 8.2291 4.8334
Si -0.01 9.5507 4.8244
Si 3.8984 9.6577 4.9139
Si 7.7676 9.7047 4.9557
Si 0.1165 -0.2536 6.8942
Si 3.9914 0.087 6.9444
Si 7.8422 0.1258 7.0803
Si 1.9264 1.2789 6.7911
Si 5.865 1.5444 6.841
Si 9.9438 1.3085 6.9962
Si -0.0473 5.4868 6.6867
Si 3.8153 5.7218 6.7845
Si 7.7735 5.3131 6.4747
Si 1.8107 6.903 6.6073
Si 5.9563 6.8203 6.5707
Si 9.5636 6.7989 6.7221
O 5.5939 2.8645 7.8718
O 1.6619 7.6366 8.0926
O 6.511 7.8527 7.7616
O 11.7255 4.6252 8.0936
O 7.8463 10.0062 8.3888
O 9.1922 7.6786 8.1153
O 4.1629 10.0962 8.314
O 10.4877 2.2873 8.2647
O 7.8592 4.3076 7.8293
O 3.5108 5.3415 8.414
O 0.1778 9.7797 8.3248
O 1.6049 2.3528 8.0324
O 1.6056 7.8357 22.8414
O 1.4868 2.3059 22.6232
O 6.5874 2.3536 22.737
O 3.5106 8.3013 21.0962
O 5.6092 7.3037 22.409
O 7.8977 9.7192 22.5595
O 3.088 4.329 23.0499
O 9.6409 7.7126 22.6626
O 0.3829 4.7072 22.6986
O 7.9212 4.6324 22.7176
O 4.1048 10.3942 19.2099
O 9.3159 2.3252 22.879
Si 1.0082 8.6399 9.1868
Si 9.2882 10.0919 15.6446
Si 5.5949 -8.6225 18.5633
Si 6.5715 3.8752 8.7302
Si 2.6282 5.4206 20.0491
Si 1.0196 3.9013 15.9523
Si 1.9152 7.9667 21.2475
Si -0.8586 8.0178 11.5992
Si 11.8823 3.104 8.6431
Si 1.7232 3.8681 22.2609
Si 4.47 -4.8612 9.5196
Si -0.8989 3.5904 17.9561
Si 9.2904 2.3878 12.8519
Si -4.4858 8.6847 16.9068
Si -1.3449 2.0453 15.6427
Si 3.4707 4.6067 14.5997
Si 11.427 -0.7877 20.9139
Si 7.1861 7.0238 19.4197
Si -6.9242 -0.3995 17.6815
Si 0.0054 -1.7124 14.2244
Si -1.0256 10.9135 11.9983
Si 15.4931 9.2533 9.6897
Si 8.8452 8.7122 21.6427
Si 7.7858 8.3748 8.6275
Si 4.724 -3.7237 21.0345
Si 18.2353 2.7188 11.5303
Si -4.5812 -1.5985 14.0089
Si 13.633 -0.1736 16.0352
Si 0.995 1.1822 18.8274
Si 3.4547 4.2987 17.4118
Si 2.8045 1.7646 13.5797
Si 7.99 3.0697 22.285
Si 19.4113 7.3401 11.6616
Si 5.0706 0.0251 12.1753
Si 3.8079 11.6464 20.2262
Si 11.9787 2.3985 11.5806
Si 8.0513 3.9569 19.3646
Si 5.2294 5.3514 12.2089
O 1.6564 13.3075 12.58
O 5.7048 -0.8225 13.4312
O 7.6278 -2.4818 12.809
O 12.1986 3.265 10.2324
O 8.157 10.4181 14.495
O 7.065 2.9852 9.9856
O 1.0094 -1.8396 20.5517
O 7.4504 7.3885 17.8443
O 1.8028 -6.1267 14.8015
O 3.7368 0.2336 21.8008
O 2.007 4.0419 20.6628
O 9.447 6.978 11.6806
O 0.2103 2.6161 18.6594
O 7.5139 7.9911 10.19
O 6.7526 -2.5649 15.3236
O 8.0866 7.8293 20.5112
O 7.0887 13.9148 18.4478
O 2.2449 0.9483 14.8709
O 5.3797 1.0862 17.4941
O 1.5742 -4.3329 20.4202
O 8.4676 -12.2547 16.9708
O 10.12 9.5187 11.3278
O 7.9442 -7.8087 12.3906
O 6.1318 1.1777 11.6919
O 4.0513 5.7334 20.8122
O 16.0081 7.7131 9.4357
O 16.3013 -0.9869 10.9361
O 2.4077 12.3019 19.6531
O 3.7212 0.7566 12.6954
O 4.1055 4.9681 16.0711
O 9.7141 2.7074 17.008
O 4.5836 3.5251 18.2242
O 1.2633 -1.4429 15.2632
O 2.2586 3.307 16.8734
O -4.2484 5.4117 19.5911
O 10.2879 -2.0474 15.1437
O -1.3601 0.4411 15.902
O 0.1058 7.7938 10.2833
O 9.9164 -1.3616 20.7782
O 1.2368 0.4293 17.3645
O 5.9129 16.2474 9.2109
O 8.1626 3.048 20.6954
O 0.0496 -0.4084 22.4773
O 11.632 8.0674 13.0183
O 0.0068 0.8646 11.0974
O 10.6897 14.005 12.3516
O 9.2288 2.4306 14.4653
O 5.0805 1.7553 20.0354
O 4.1304 5.7797 11.0754
O 9.6023 4.3005 18.919
O 5.4832 3.7537 12.0133
O -0.2336 10.6324 13.4064
O 0.1463 13.6037 15.3078
O 2.2795 9.2886 10.0121
O 3.6628 3.0433 14.142
O 5.6597 7.4863 19.7476
O 3.5021 -0.6625 16.5741
O 2.8095 -5.5464 18.4356
O 5.8276 -1.5103 17.5227
O 4.3597 5.5517 13.5928
O 6.6736 -4.7657 12.0323
O 9.2405 11.8025 12.2566
O -0.0386 -6.2942 16.9928
O 11.5617 0.3648 19.7891

Results
free energy: -142854.787 eV
free energy less fixed offsets of O -568.88, Si -635.61 eV per atom: 5.713 eV

Forces (eV/angstrom), in the order of the atoms: element, x, y, z
Si 0.0043 -0.01 0.0242
Si -0.0284 0.0433 0.1099
Si -0.0113 0.018 0.023
Si 0.0099 -0.001 0.0253
Si 0.0252 -0.022 0.0023
Si -0.0111 -0.0084 -0.0066
Si 0.0048 0.0028 0.0032
Si -0.0068 0.0088 0.0031
Si -0.0102 0.0009 -0.0085
Si 0.0026 0.0033 0.0084
Si 0.0036 0.0026 0.0246
Si -0.0072 -0.0052 0.0084
Si 0.0109 0.0032 -0.0364
Si -0.0189 -0.0111 -0.0112
Si 0.0017 0.0039 -0.0134
Si -0.0118 -0.0031 -0.0143
Si -0.0043 0.0127 -0.0127
Si 0.0247 0.0005 -0.0145
Si -0.0129 0.0053 -0.0238
Si 0.0047 0.0036 -0.0233
Si 0.0084 -0.0102 -0.0044
Si 0.0169 0.0086 -0.0199
Si 0.0187 -0.0233 -0.0493
Si -0.0009 0.007 -0.0225
Si -0.008 0.0062 0.0012
Si -0.0054 0.0287 -0.0038
Si 0.0046 0.004 -0.0031
Si -0.0071 -0.0135 0.0206
Si 0.005 -0.0113 -0.0037
Si 0.0004 -0.0063 -0.0023
Si 0.0002 0.007 0.0027
Si 0.0066 0.0042 -0.0053
Si -0.0075 0.0009 0.0116
Si -0.0012 -0.0046 0.0002
Si -0.0066 -0.0118 -0.0018
Si 0.0035 -0.0034 -0.0105
Si 0.0307 -0.0693 -0.0128
Si 0.0208 -0.0308 -0.0397
Si -0.1102 0.0069 0.1397
Si 0.1004 -0.0116 -0.0103
Si -0.0257 -0.0465 0.2685
Si -0.0778 0.0756 0.0725
Si 0.0165 0.0191 0.1506
Si -0.0084 0.0665 -0.0759
Si -0.0185 0.0072 0.0703
Si -0.0009 -0.0816 -0.0853
Si -0.0019 -0.058 -0.4332
Si -0.0692 -0.1387 -0.0124
Si 0.0085 0.0765 0.0055
Si 0.0005 0.1828 -0.0376
Si 0 0.1145 -0.0134
Si 0.0082 -0.0147 -0.0026
Si -0.0034 -0.012 -0.0071
Si 0.0023 0.0091 0.0725
Si -0.0043 0.0177 0.0272
Si 0.0047 0.0378 0.0677
Si -0.0108 -0.0358 -0.0109
Si 0.0012 -0.0284 -0.0084
Si -0.005 -0.0636 -0.0586
Si -0.0047 -0.0392 0.0027
Si 0.0015 0.0346 0.0114
Si -0.0013 0.0275 -0.0795
Si 0.0163 0.0394 0.1492
Si -0.0038 0.059 0.0013
Si 0.0484 0.0364 0.2474
Si 0.0059 0 -0.2928
Si 0.0262 -0.0961 -0.0498
Si 0.0069 -0.03 -0.1757
Si 0.0273 0.0121 -0.0104
Si 0.0559 -0.0594 0.1261
Si -0.04 -0.1221 0.1359
Si 0.0156 -0.0604 0.2205
Si -0.0016 0.0109 -0.0056
Si 0.004 0.0135 -0.0079
Si -0.0026 0.0098 -0.0141
Si -0.0006 -0.0071 -0.0063
Si -0.0062 -0.0082 -0.0032
Si 0.005 -0.0125 -0.0055
Si 0.0005 0.0095 -0.0075
Si -0.0022 0.0124 -0.006
Si 0.0052 0.0095 -0.0054
Si 0.0051 -0.0109 -0.0123
Si 0.0023 -0.0055 -0.007
Si -0.0045 -0.0133 -0.0071
Si 0.0048 -0.0003 0.0177
Si 0.0163 0.0045 0.0114
Si 0.0061 0.0056 0.0199
Si -0.0063 -0.0093 0.0107
Si -0.0076 -0.0014 0.0149
Si -0.0106 -0.0053 0.0128
Si -0.0112 0.0046 0.0207
Si -0.0159 0.0027 0.0123
Si 0.0053 0.0015 0.017
Si -0.0022 -0.0081 0.0221
Si 0.0097 0 0.0227
Si -0.0005 -0.0013 0.0207
Si -0.0003 -0.0018 -0.0141
Si 0.0004 -0.0023 -0.0237
Si -0.0015 0.0124 -0.015
Si 0.0032 -0.0052 -0.0129
Si 0.0036 -0.016 -0.0076
Si -0.0001 0.003 -0.0123
Si 0.0095 0.0052 -0.0052
Si -0.0068 -0.0008 -0.0108
Si 0.0113 -0.0003 -0.0061
Si 0.0017 -0.0002 -0.0137
Si -0.0039 0.0049 -0.0071
Si -0.0147 0.0035 -0.0158
O 0.0055 0.0214 0.0061
O -0.0057 0.0077 0.0061
O 0.0152 0.0054 0.0007
O 0.0029 -0.0055 -0.002
O -0.0017 -0.0228 0.0101
O -0.0148 0.0052 0.0016
O 0 -0.0213 0.0231
O 0.0135 0.0093 -0.0001
O -0.0042 -0.0035 0.0052
O -0.0028 0.0015 -0.0052
O 0.0083 -0.0134 0.0078
O -0.0123 0.0107 0.0039
O 0.0033 0.0101 -0.0247
O -0.0081 0.0156 -0.0242
O 0.0101 0.0182 -0.0019
O 0.0021 -0.0042 0.0019
O -0.0144 0.0077 -0.038
O 0.0151 -0.0266 -0.0322
O -0.013 -0.0116 -0.0104
O -0.0052 0.0115 -0.0099
O 0.0023 -0.0077 -0.0089
O 0.0051 0.0056 0.0066
O 0.0029 0.0006 0.0005
O 0.0008 0.0104 -0.0075
Si 0.0044 0.0133 0.0038
Si 0.0025 0.0049 -0.0011
Si -0.0048 0.001 -0.0069
Si -0.007 -0.0002 -0.0059
Si -0.0098 -0.0033 0.0003
Si 0.0005 -0.0007 0.0003
Si -0.015 0.0039 0.0063
Si 0.0062 -0.0013 0.0034
Si -0.0062 -0.0065 -0.0009
Si 0.0005 -0.0011 0.0137
Si 0.0063 0.008 -0.0003
Si 0.002 0.0008 -0.0049
Si 0.0003 -0.0007 0.0025
Si 0.0006 -0.0007 -0.0049
Si 0.0012 -0.0025 -0.0057
Si 0.0008 0.0043 -0.0027
Si -0.0141 -0.0024 0.0202
Si 0.0009 0.0085 -0.0021
Si -0.0054 -0.004 -0.0049
Si 0.002 0 -0.0008
Si 0.0013 0.0007 0.0114
Si 0.0005 0.0058 -0.0061
Si 0.0007 0.0197 0.0125
Si 0.0045 0.0175 -0.0029
Si 0.0116 0.0058 0.0084
Si 0.0046 0.0023 0.003
Si -0.0025 -0.0012 -0.0025
Si -0.0046 0.0034 0.0002
Si -0.0028 -0.0086 -0.0106
Si -0.0191 0.0072 -0.0113
Si -0.002 -0.0007 -0.0011
Si -0.0057 -0.0126 0.0173
Si -0.0081 0.0017 0.0033
Si -0.0019 -0.009 0.0037
Si -0.0022 -0.0073 0.0029
Si 0.0027 0.0111 -0.0019
Si -0.0009 0.0024 0.0071
Si 0.0004 0.0054 0.0044
O 0.0083 -0.0006 -0.0012
O 0.0045 -0.0003 -0.0027
O -0.0024 0.0085 0.0001
O 0.0012 -0.0016 0.0125
O 0.0007 0.0014 -0.0035
O 0.0008 -0.0055 0.0069
O 0.0118 -0.0026 0.0046
O 0.0001 0.0029 -0.0055
O -0.0014 0.0015 -0.0048
O 0.0042 -0.0187 -0.0884
O 0.0064 0.0085 -0.0166
O 0.0027 -0.0001 -0.0103
O -0.0022 0.0058 0.0011
O 0.0007 -0.0085 0.0115
O -0.0009 0.0005 -0.0004
O -0.0044 -0.0094 -0.0138
O 0.0016 -0.0002 -0.0018
O -0.0009 -0.0007 0
O 0.0007 0.0042 -0.0018
O 0.0055 -0.0053 0.0028
O -0.0011 0.0029 0.001
O 0.0004 0.0016 -0.0077
O 0.0019 0.0018 -0.0068
O 0.0009 0.0011 -0.0098
O -0.0023 0.0033 -0.0021
O 0.0011 -0.003 -0.0117
O 0.0059 0.0114 0.0031
O 0.005 0.0009 0.0077
O -0.005 0.0069 -0.0051
O 0.0075 0.0025 -0.0064
O -0.0038 0.0027 0.0022
O 0.0123 -0.0101 0.0116
O 0.0002 0.0026 -0.0019
O 0.0006 0.0034 -0.0032
O 0.0044 -0.0101 0.0021
O -0.0035 0.0002 -0.0018
O -0.0005 -0.0025 -0.0005
O -0.0078 -0.0053 0.0019
O 0.0097 0.0039 0.0058
O 0.0018 0.0047 -0.0018
O -0.0032 0.0055 -0.0013
O 0.0017 0.0125 -0.026
O 0.0018 -0.0098 -0.0463
O 0.0012 0.0057 -0.0006
O -0.0035 -0.0015 -0.0095
O -0.0058 0.0009 -0.0068
O 0.0004 0.0023 0.0013
O -0.0031 0.0009 -0.0005
O 0.0023 -0.0042 0.0054
O 0.0001 0.003 0.0046
O -0.0041 0.0035 -0.0067
O 0.0023 -0.002 -0.0012
O -0.0018 0.0023 -0.0022
O -0.0018 -0.0012 -0.0132
O 0.0011 0.0043 -0.0036
O 0.0005 0.0021 -0.0014
O 0.0044 0.0022 0.0015
O -0.0003 0.0056 -0.0049
O 0.0034 0.0005 -0.0013
O -0.0024 -0.0021 -0.0017
O -0.0013 -0.0022 -0.0068
O -0.0029 0.0031 -0.0097
O -0.0006 0.0037 -0.0026
O 0.0018 0.0124 -0.0018

The program warned: the cutoff lies below the one the program advises for these potential files; the forces do not sum to zero within the program's tolerance; the exchange-correlation potential is rough where the density is thin.
